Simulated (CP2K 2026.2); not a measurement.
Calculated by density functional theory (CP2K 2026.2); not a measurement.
Periodic cell of 504 atoms, Si360O144, from a study of silicon, its oxide and their interface. The atomic structure is a simulated model.
Doubt: the forces sum to 1.46 eV/angstrom along one axis rather than to zero, so they err by at least 0.0029 eV/angstrom per atom on average; the grid cutoff is modest.

Settings
functional: PBE
method: Gaussian and plane waves
basis set: DZVP-MOLOPT-SR-GTH
pseudopotentials: GTH-PBE
grid cutoff: 350 Ry, relative cutoff 50 Ry
k points: Gamma only
occupations: fixed
spin: none
net charge: 0

Cell vectors (angstrom)
a	16.32	0	0
b	0	16.32	0
c	2.7737	2.6752	33.134

Atoms and the computed forces on them: element, x, y, z (angstrom), force x, y, z (eV/angstrom)
Si	4.067	17.749	33.109	0.182	-0.214	0.732
Si	4.291	1.145	0.104	-0.048	0.136	0.689
Si	1.005	4.364	0.054	0.186	-0.025	0.74
Si	6.324	10.013	33.019	0.236	-0.265	0.788
Si	1.398	9.497	0.388	0.027	-0.041	0.588
Si	4.342	12.017	0.199	-0.082	0.119	0.811
Si	6.565	15.311	0.098	0.011	-0.187	0.758
Si	9.598	1.053	0.167	-0.168	0.371	0.704
Si	6.801	4.308	0.09	-0.179	-0.157	0.729
Si	12.46	9.175	33.101	-0.138	0.357	0.654
Si	6.547	9.842	0.197	0.027	-0.123	0.779
Si	9.914	12.013	0.093	-0.361	0.198	0.74
Si	11.822	15.118	0.025	0.407	-0.215	0.664
Si	18.117	3.699	33.036	-0.296	0.168	0.709
Si	11.987	4.316	0.123	0.103	-0.158	0.693
Si	15.143	6.607	0.01	-0.133	0.139	0.748
Si	12.078	9.686	0.162	0.185	-0.192	0.771
Si	18.263	14.309	33.07	-0.12	0.217	0.758
Si	2.76	16.269	1.392	-0.038	0.005	-0.038
Si	5.449	2.793	1.317	0.006	0.03	-0.051
Si	2.637	5.572	1.257	0.05	-0.015	-0.054
Si	5.31	8.206	1.304	0.013	-0.073	-0.075
Si	2.797	10.905	1.566	0.02	-0.011	-0.041
Si	5.487	13.652	1.4	0.004	0	-0.067
Si	8.095	16.308	1.555	0.005	-0.004	-0.013
Si	10.81	2.708	1.334	-0.011	-0.021	-0.025
Si	8.187	5.501	1.473	-0.005	0.02	-0.054
Si	10.811	8.12	1.317	-0.019	-0.032	-0.038
Si	8.197	10.972	1.375	0.049	0.019	-0.05
Si	10.887	13.587	1.515	0.007	0.005	-0.016
Si	13.623	16.235	1.119	0.003	-0.006	-0.036
Si	16.27	2.697	1.317	0.015	-0.024	-0.034
Si	13.591	5.456	1.377	0.036	0.01	-0.039
Si	16.264	8.083	1.498	0.001	-0.042	-0.05
Si	13.742	10.809	1.358	-0.005	0.056	-0.028
Si	16.404	13.457	1.205	-0.048	0.025	-0.057
Si	1.378	1.377	2.672	0.015	0.019	0.028
Si	4.037	4.165	2.614	-0.04	-0.001	0.004
Si	1.342	6.765	2.809	0.018	-0.01	0.033
Si	4.113	9.5	2.854	0.029	-0.009	0.058
Si	1.377	12.273	2.781	-0.009	0.017	0.025
Si	4.087	14.94	2.782	-0.002	0.001	0.014
Si	6.769	1.459	2.788	-0.02	0.017	-0.003
Si	9.516	4.066	2.768	0.001	-0.018	0.041
Si	6.729	6.87	2.683	-0.019	0.042	0.048
Si	9.497	9.513	2.702	0.007	0.005	0.018
Si	6.868	12.32	2.768	-0.023	-0.019	0.019
Si	9.478	14.913	2.843	-0.017	-0.012	0.017
Si	12.275	1.312	2.586	-0.015	-0.017	0.017
Si	14.91	4.026	2.715	-0.007	0.006	0.013
Si	12.218	6.821	2.717	0.006	0.024	0.03
Si	14.943	9.466	2.827	-0.022	-0.009	0.029
Si	12.367	12.225	2.724	0.003	-0.032	0.019
Si	14.968	14.863	2.544	0.014	-0.002	0.025
Si	16.308	16.281	3.963	-0.027	-0.021	-0.049
Si	2.719	2.765	4.026	0.014	-0.009	-0.02
Si	16.292	5.373	4.098	-0.015	0.011	-0.009
Si	2.706	8.144	4.155	0.005	-0.014	-0.029
Si	16.335	10.873	4.11	0.004	-0.002	-0.025
Si	2.721	13.615	4.148	0.028	-0.009	-0.006
Si	5.426	16.356	4.106	0.014	-0.013	-0.013
Si	8.157	2.752	4.147	0.002	-0.008	0.001
Si	5.412	5.463	4.042	0.001	0	-0.024
Si	8.116	8.192	4.074	-0.005	0.008	-0.015
Si	5.499	10.909	4.115	-0.012	0.019	-0.021
Si	8.16	13.597	4.216	-0.002	0.007	0.037
Si	10.915	16.327	4.045	-0.002	0.022	-0.032
Si	13.56	2.663	4.051	-0.01	0.014	-0.019
Si	10.892	5.435	4.086	-0.009	0.011	-0.009
Si	13.555	8.137	4.143	-0.006	-0.019	-0.008
Si	10.923	10.857	4.041	-0.002	0.02	-0.043
Si	13.665	13.608	4.074	0.016	0.011	-0.003
Si	17.683	14.938	16.305	-0.003	-0.017	0.004
Si	4.109	1.383	16.307	0	0.016	0.006
Si	1.383	4.058	16.284	0.004	-0.016	-0.009
Si	4.064	6.782	16.32	0.006	0.01	0.002
Si	17.658	9.512	16.315	-0.019	-0.007	-0.001
Si	4.104	12.26	16.328	0.015	0.007	0.015
Si	6.808	14.977	16.313	-0.004	0.005	0.004
Si	9.518	1.355	16.315	-0.004	0.006	0.01
Si	6.758	4.059	16.295	-0.007	0.007	0.004
Si	9.503	6.817	16.327	0.015	0.005	0.016
Si	6.778	9.511	16.33	-0.008	-0.021	0.006
Si	9.544	12.264	16.316	0.031	0.003	0.006
Si	12.235	14.951	16.312	-0.021	-0.015	-0.005
Si	14.987	1.356	16.324	0.02	0.015	0.013
Si	12.22	4.08	16.313	-0.007	-0.006	-0.003
Si	14.964	6.827	16.291	0.001	0.006	0
Si	12.233	9.538	16.296	0.008	-0.023	-0.003
Si	14.974	12.243	16.313	0.001	0.005	0.013
Si	2.743	16.317	17.605	0.005	-0.02	0
Si	5.452	2.712	17.732	0	-0.015	0.05
Si	2.735	5.377	17.67	0.001	-0.008	0.004
Si	5.404	8.142	17.695	-0.006	-0.016	0.013
Si	2.717	10.881	17.631	0.001	0.015	0.015
Si	5.469	13.635	17.698	0.01	-0.015	0.015
Si	8.166	16.319	17.686	-0.003	0.005	0.017
Si	10.852	2.724	17.681	0.007	0.012	0.017
Si	8.077	5.452	17.621	0.002	0.022	-0.007
Si	10.873	8.204	17.671	-0.005	0.002	0.015
Si	8.157	10.905	17.631	-0.012	-0.002	0.022
Si	10.89	13.616	17.717	-0.016	-0.007	0.036
Si	13.622	16.289	17.646	0.017	-0.009	0.029
Si	16.374	2.718	17.672	0.013	0.002	0.02
Si	13.599	5.464	17.616	-0.013	0.007	-0.005
Si	16.3	8.164	17.701	-0.005	0.001	0.05
Si	13.611	10.876	17.652	0.01	-0.002	0.009
Si	16.327	13.593	17.696	-0.001	-0.002	0.007
Si	17.746	17.629	19.007	-0.001	-0.002	-0.013
Si	4.065	4.043	19.114	0	0.025	-0.021
Si	17.675	6.73	18.985	-0.003	-0.019	-0.056
Si	4.034	9.534	19.015	-0.019	0	-0.034
Si	17.712	12.218	19.024	0	-0.009	-0.012
Si	4.095	15.034	19.015	-0.011	0.034	-0.013
Si	6.84	17.663	19.092	0.012	0.005	-0.017
Si	9.4	4.099	18.968	-0.037	-0.006	-0.023
Si	6.723	6.737	19.06	0.005	-0.043	-0.03
Si	9.477	9.566	19.013	0.017	-0.032	-0.015
Si	6.863	12.273	19.034	0.008	0.032	-0.025
Si	9.494	14.969	19.082	-0.011	-0.011	-0.028
Si	12.272	17.661	18.971	-0.035	0.011	-0.015
Si	14.994	4.135	18.948	0.004	0.018	-0.052
Si	12.255	6.822	18.984	0.035	-0.017	-0.025
Si	14.921	9.537	19.073	-0.008	-0.006	-0.012
Si	12.306	12.25	19.032	0.016	-0.01	-0.024
Si	14.97	14.959	19.065	-0.019	-0.004	-0.015
Si	16.355	16.341	20.386	-0.009	-0.011	0.04
Si	2.777	2.577	20.452	0.049	0.013	0.07
Si	16.316	5.435	20.4	0.004	0.042	0.072
Si	2.684	8.09	20.322	-0.011	-0.006	0.025
Si	16.356	10.867	20.414	-0.022	-0.012	0.034
Si	2.726	13.669	20.323	-0.016	-0.002	0.02
Si	5.461	16.323	20.461	0.026	0.01	0.071
Si	8.151	2.753	20.467	-0.006	-0.015	0.053
Si	5.399	5.384	20.538	-0.019	0.005	0.031
Si	8.085	8.165	20.32	0.01	0.021	-0.007
Si	5.423	10.942	20.301	-0.003	0.011	-0.001
Si	8.165	13.61	20.519	0.017	0.002	0.054
Si	10.924	16.323	20.364	-0.019	0.005	0.056
Si	13.652	2.754	20.236	0.011	-0.006	0.028
Si	10.768	5.497	20.216	-0.007	0.014	0.01
Si	13.562	8.15	20.446	-0.007	0.012	0.054
Si	10.864	10.956	20.341	-0.01	0.009	0.021
Si	13.67	13.558	20.466	0.041	-0.039	0.066
Si	17.535	14.803	21.716	0.176	0.188	-0.75
Si	4.369	17.812	21.931	-0.131	-0.081	-0.751
Si	17.455	3.758	21.59	0.044	0.13	-0.749
Si	4.267	7.09	21.733	-0.235	-0.396	-0.532
Si	17.446	9.179	21.644	0.05	0.166	-0.743
Si	4.275	12.503	21.594	-0.088	-0.079	-0.775
Si	6.51	14.701	21.81	0.207	0.143	-0.701
Si	9.892	17.994	21.639	-0.296	-0.273	-0.66
Si	6.557	3.818	21.9	0.118	0.108	-0.681
Si	9.626	7.013	21.617	-0.216	-0.244	-0.607
Si	6.542	9.374	21.586	0.242	0.186	-0.595
Si	9.866	12.542	21.76	-0.243	-0.143	-0.707
Si	12.1	14.787	21.68	0.161	0.11	-0.793
Si	15.176	17.954	21.611	-0.078	-0.145	-0.777
Si	12.035	3.962	21.367	0.099	0.102	-0.741
Si	15.181	7.01	21.77	-0.228	-0.181	-0.728
Si	11.856	9.308	21.624	0.36	0.147	-0.591
Si	15.345	12.481	21.792	-0.299	-0.198	-0.656
Si	18.3	4.064	24.494	-0.037	-0.066	0.007
Si	13.032	6.004	23.591	0.205	0.028	-0.12
Si	14.472	9.438	29.13	-0.021	0.039	0.048
Si	5.72	5.722	31.195	0.009	0.068	0.092
Si	4.821	4.409	25.801	0.054	0.032	-0.011
Si	16.208	2.571	28.022	0.031	0.027	-0.057
Si	4.644	13.996	26.002	-0.073	-0.112	-0.073
Si	15.371	6.784	30.298	0.019	-0.018	-0.046
Si	13.304	2.595	27.82	-0.023	0.165	-0.05
Si	16.054	11.767	24.609	-0.099	-0.066	-0.126
Si	6.796	18.212	25.925	-0.079	-0.04	-0.009
Si	9.517	8.115	28.579	-0.031	-0.13	0.048
Si	11.715	17.279	25.983	-0.101	-0.012	-0.122
Si	10.571	17.374	30.359	-0.017	0.012	0.136
Si	17.62	13.809	30.165	0.016	-0.005	0.189
Si	6.696	18.212	28.926	0.045	-0.039	0.013
Si	13.78	16.283	23.895	-0.046	-0.043	-0.179
Si	3.94	8.158	27.376	0.015	0.055	-0.118
Si	9.151	3.539	29.17	0.021	0.056	0.01
Si	13.355	16.384	30.818	0.07	-0.112	0.362
Si	12.555	12.342	26.162	-0.132	0.026	0.004
Si	13.158	5.195	29.12	0.016	-0.059	0.027
Si	3.602	18.264	28.593	-0.031	-0.094	-0.095
Si	14.801	14.29	25.792	0.013	-0.085	-0.082
Si	6.776	9.41	24.561	0.014	0.118	0.003
Si	12.418	13.203	28.874	0.05	-0.064	-0.016
Si	2.538	10.947	23.751	-0.014	0.009	-0.083
Si	4.649	7.061	24.687	-0.147	0.014	-0.033
Si	10.001	12.214	24.749	0.001	-0.013	-0.165
Si	4.546	10.801	26.027	0.062	0.058	0.01
Si	9.456	9.558	25.894	0.112	-0.123	-0.157
Si	8.563	5.507	27.099	0.023	0.061	-0.11
Si	18.238	17.949	26.174	0.039	0.032	-0.043
Si	11.571	9.578	30.029	0.055	-0.106	0.101
Si	14.929	14.653	28.721	-0.033	-0.038	0.069
Si	18.036	3.856	29.988	-0.066	0.076	0.053
Si	8.593	5.119	23.917	-0.081	0.027	-0.052
Si	17.892	6.676	28.699	0.099	-0.002	0.032
Si	6.881	15.56	24.837	-0.107	-0.092	-0.095
Si	5.706	16.186	30.91	-0.086	0.125	0.117
Si	3.755	15.172	28.841	-0.006	0.028	-0.011
Si	14.453	9.842	26.125	-0.002	-0.055	-0.112
Si	12.181	8.783	24.365	-0.022	0.103	0.014
Si	16.467	11.071	30.933	0.015	-0.069	0.116
Si	5.56	5.82	28.164	0.039	0.135	-0.01
Si	9.52	2.404	24.401	0.017	-0.104	-0.178
Si	13.529	5.135	26.324	0.006	-0.064	0.109
Si	7.705	8.203	31.163	0.058	0.075	0.01
Si	16.455	5.347	26.418	-0.013	-0.172	0.053
Si	10.038	14.682	29.043	0.138	-0.048	0.022
Si	9.551	15.024	26.123	0.01	-0.04	0.04
Si	2.978	15.89	24.133	0.099	0.084	-0.158
Si	10.935	5.161	31.058	-0.047	-0.16	0.054
Si	10.457	12.137	30.499	-0.043	0.139	0.026
Si	1.334	14.989	5.431	-0.014	0.024	-0.009
Si	4.055	1.4	5.43	0.005	0.018	-0.012
Si	1.355	4.053	5.448	0.002	0.004	0
Si	4.079	6.784	5.47	0.002	0.01	-0.008
Si	1.358	9.521	5.484	-0.002	0.009	0.02
Si	4.095	12.24	5.466	0.007	-0.021	-0.006
Si	6.782	14.996	5.488	-0.003	0.006	0.002
Si	9.546	1.359	5.436	0.019	-0.024	-0.012
Si	6.772	4.12	5.445	-0.017	0.005	0.002
Si	9.495	6.804	5.415	0.019	0.005	-0.024
Si	6.821	9.542	5.484	-0.009	0.012	0.001
Si	9.569	12.205	5.458	0.008	-0.01	-0.007
Si	12.268	14.963	5.413	-0.011	-0.011	0.003
Si	14.961	1.315	5.379	0.005	-0.021	-0.022
Si	12.24	4.056	5.431	-0.024	-0.009	-0.002
Si	14.947	6.764	5.45	-0.003	-0.012	-0.002
Si	12.219	9.517	5.474	0.001	0.016	0.008
Si	14.983	12.242	5.459	-0.004	-0.003	-0.012
Si	2.699	16.348	6.789	-0.014	0.011	0.001
Si	5.429	2.738	6.799	0.003	-0.011	0
Si	2.709	5.423	6.812	0.005	-0.011	-0.006
Si	5.442	8.164	6.812	-0.001	0.007	-0.002
Si	2.732	10.88	6.823	0.008	-0.009	-0.002
Si	5.432	13.614	6.828	-0.008	0.016	-0.002
Si	8.181	16.334	6.811	-0.003	-0.001	0.003
Si	10.881	2.721	6.806	0	0.01	0.007
Si	8.147	5.46	6.802	-0.004	0.005	0.001
Si	10.852	8.148	6.806	-0.013	0.019	-0.003
Si	8.193	10.879	6.834	0.012	-0.022	-0.004
Si	10.912	13.601	6.791	0.003	-0.006	-0.002
Si	13.614	16.314	6.786	-0.01	0.009	0.003
Si	16.307	2.679	6.774	0.022	-0.003	0.002
Si	13.593	5.41	6.805	0.008	-0.014	0
Si	16.302	8.145	6.808	0.004	0.007	-0.008
Si	13.6	10.886	6.806	-0.008	-0.001	0.002
Si	16.332	13.61	6.811	0.003	-0.005	0.002
Si	1.346	1.359	8.167	-0.008	-0.009	0.005
Si	4.072	4.078	8.173	-0.007	0.003	0.012
Si	1.352	6.792	8.164	0.002	0.004	0
Si	4.085	9.517	8.176	-0.01	0.005	0.001
Si	1.37	12.247	8.167	0.013	0.006	0.003
Si	4.06	14.979	8.157	0.009	-0.016	0
Si	6.804	1.376	8.152	0.01	0.009	-0.002
Si	9.513	4.087	8.152	0.001	-0.011	-0.005
Si	6.799	6.811	8.174	0.009	0.007	0.003
Si	9.524	9.507	8.191	-0.01	0.003	0.015
Si	6.812	12.248	8.167	0.004	0.008	-0.002
Si	9.537	14.955	8.153	-0.006	0.007	-0.007
Si	12.252	1.357	8.15	-0.005	-0.001	-0.001
Si	14.961	4.052	8.149	-0.013	0.011	-0.002
Si	12.229	6.786	8.151	-0.009	-0.017	-0.007
Si	14.951	9.515	8.163	0.008	-0.006	-0.001
Si	12.251	12.245	8.17	0.003	0.001	0.003
Si	14.961	14.961	8.163	0.001	-0.001	0.008
Si	16.317	16.316	9.528	0.005	0.002	0.004
Si	2.71	2.717	9.523	-0.003	-0.001	0.004
Si	16.31	5.425	9.513	0.007	-0.014	-0.006
Si	2.716	8.155	9.521	0.006	0.004	-0.003
Si	16.322	10.879	9.514	0.002	0.003	-0.004
Si	2.723	13.607	9.528	-0.017	0.002	0.003
Si	5.441	16.327	9.507	-0.005	0.002	-0.002
Si	8.161	2.729	9.517	-0.005	0.016	0.01
Si	5.437	5.444	9.522	0.004	0.002	0
Si	8.154	8.16	9.544	0.002	0	0.008
Si	5.449	10.884	9.525	0	-0.012	-0.007
Si	8.171	13.606	9.52	0.005	-0.004	0.002
Si	10.891	16.322	9.511	0.01	-0.003	0.003
Si	13.601	2.712	9.523	0.002	-0.007	0.006
Si	10.874	5.437	9.522	-0.008	0.009	0.004
Si	13.588	8.15	9.514	-0.006	0.008	-0.001
Si	10.888	10.881	9.526	-0.002	-0.003	-0.001
Si	13.608	13.604	9.526	-0.003	0.004	0.003
Si	1.358	14.957	10.885	-0.003	-0.001	0.006
Si	4.081	1.359	10.872	-0.004	0.005	0.001
Si	1.35	4.075	10.879	0.003	0.017	0.004
Si	4.079	6.803	10.88	-0.009	0	0.005
Si	1.358	9.518	10.876	0.006	-0.001	-0.004
Si	4.087	12.244	10.883	0.009	0.004	-0.003
Si	6.801	14.964	10.87	0.008	-0.003	-0.007
Si	9.528	1.365	10.87	0	-0.004	-0.01
Si	6.801	4.085	10.876	0.001	-0.002	-0.001
Si	9.518	6.796	10.889	-0.003	-0.001	0.007
Si	6.796	9.525	10.895	0.003	0.001	0.009
Si	9.524	12.242	10.881	-0.003	-0.002	0
Si	12.244	14.965	10.879	-0.002	-0.002	-0.002
Si	14.96	1.357	10.887	-0.002	-0.002	0.004
Si	12.238	4.076	10.879	0.002	-0.003	-0.005
Si	14.951	6.79	10.873	0.001	-0.004	-0.007
Si	12.24	9.515	10.881	-0.001	0.007	0.003
Si	14.969	12.241	10.877	-0.008	-0.001	0.001
Si	2.727	16.316	12.232	-0.003	-0.007	-0.006
Si	5.443	2.72	12.226	0.004	0.012	-0.003
Si	2.712	5.441	12.225	0.004	-0.005	-0.004
Si	5.433	8.162	12.25	-0.003	0.006	0.002
Si	2.723	10.876	12.234	-0.012	-0.007	-0.007
Si	5.45	13.604	12.243	-0.002	-0.002	0.005
Si	8.166	16.323	12.224	-0.001	0.007	-0.001
Si	10.88	2.72	12.245	0.001	0.006	0.004
Si	8.155	5.439	12.245	0.003	0.003	-0.001
Si	10.875	8.163	12.245	-0.002	0.001	-0.001
Si	8.161	10.888	12.243	0.003	0.002	-0.003
Si	10.884	13.605	12.235	0.004	0.002	-0.002
Si	13.601	16.319	12.245	-0.003	0	-0.001
Si	16.319	2.718	12.248	-0.002	-0.003	0.005
Si	13.595	5.436	12.242	-0.01	0.001	0.002
Si	16.314	8.156	12.229	0.003	0.003	0
Si	13.603	10.881	12.226	0.006	-0.005	-0.006
Si	16.323	13.597	12.247	0.007	-0.005	0.002
Si	1.369	1.35	13.592	0.012	0.006	-0.003
Si	4.077	4.083	13.571	-0.013	0.005	-0.013
Si	1.356	6.797	13.587	-0.001	0.006	-0.009
Si	4.069	9.519	13.611	0.001	-0.001	0.006
Si	1.37	12.234	13.596	0.008	-0.005	0.003
Si	4.087	14.965	13.598	-0.005	0.004	0.003
Si	6.806	1.36	13.581	-0.004	0.003	-0.007
Si	9.512	4.079	13.604	0	0.001	-0.002
Si	6.796	6.8	13.604	0.003	-0.008	0.005
Si	9.515	9.529	13.602	0.002	-0.006	0.005
Si	6.807	12.244	13.609	0.012	-0.01	0.003
Si	9.522	14.967	13.589	0.002	-0.007	-0.009
Si	12.245	1.36	13.605	0.004	-0.005	-0.005
Si	14.956	4.079	13.608	0.006	0	0.002
Si	12.232	6.799	13.599	-0.001	0.004	0
Si	14.958	9.525	13.584	-0.01	0.003	-0.005
Si	12.248	12.243	13.584	-0.005	0	-0.009
Si	14.959	14.957	13.603	-0.007	0.007	0.005
Si	16.33	16.314	14.953	0.004	-0.011	-0.001
Si	2.741	2.713	14.93	0.003	0.017	-0.006
Si	16.327	5.442	14.955	0.005	0.005	0.005
Si	2.703	8.149	14.963	-0.003	-0.014	-0.001
Si	16.319	10.878	14.947	0.005	0.002	-0.002
Si	2.735	13.593	14.952	-0.012	-0.004	-0.003
Si	5.453	16.331	14.949	0.009	0.002	-0.004
Si	8.15	2.712	14.956	0.001	-0.003	0.001
Si	5.418	5.435	14.943	-0.012	-0.008	-0.008
Si	8.15	8.171	14.961	0.006	0.01	0
Si	5.438	10.882	14.963	-0.001	-0.001	0.002
Si	8.172	13.614	14.96	-0.003	0.006	0.001
Si	10.88	16.319	14.955	0.002	0.015	0.001
Si	13.603	2.715	14.973	-0.024	0.005	0.004
Si	10.862	5.448	14.963	0.006	-0.001	0.001
Si	13.594	8.173	14.939	0	0.008	0.001
Si	10.882	10.9	14.943	0.007	-0.001	-0.007
Si	13.599	13.592	14.958	-0.003	-0.011	-0.003
O	11.562	3.942	31.9	0.116	-0.443	-0.32
O	12.713	15.427	23.038	-0.034	0.124	0.483
O	5.457	2.666	22.386	-0.145	-0.093	0.121
O	3.508	4.106	24.952	0.166	0.005	-0.337
O	9.489	11.949	23.237	-0.174	-0.344	0.185
O	16.301	8.133	22.186	0.079	0.217	0.281
O	10.506	6.28	32.106	0.272	0.021	-0.263
O	10.962	13.705	22.127	-0.102	-0.088	0.254
O	9.683	13.697	25.238	-0.144	0.038	0.08
O	13.571	2.71	32.917	0.022	0.201	-0.184
O	15.08	11.866	23.295	-0.523	-0.291	0.218
O	6.864	6.841	31.262	0.189	0.072	0.323
O	9.281	11.148	25.706	-0.23	0.438	0.487
O	13.645	8.096	32.813	-0.083	-0.082	-0.442
O	18.164	15.344	23.118	-0.092	0.111	0.404
O	19.007	8.152	32.658	-0.077	0.017	-0.25
O	3.14	13.204	32.734	0.109	-0.059	-0.452
O	4.932	15.147	29.949	0.209	-0.334	0.051
O	7.228	4.537	23.218	-0.35	-0.085	0.481
O	10.123	17.522	31.901	0.467	-0.004	-0.101
O	9.253	4.136	27.657	0.459	-0.427	-0.335
O	5.189	11.166	32.682	0.103	-0.152	-0.349
O	14.561	17.045	31.699	0.377	-0.21	-0.226
O	14.131	15.752	29.568	-0.07	0.095	-0.068
O	12.023	12.56	30.308	0.572	-0.037	0.377
O	3.838	16.987	23.258	-0.149	0.156	0.107
O	14.9	15.313	24.547	0.375	0.201	0.077
O	9.642	4.686	30.212	-0.202	0.184	0.098
O	5.79	8.159	24.52	0.125	-0.033	-0.071
O	5.251	7.405	27.98	0.316	0.327	0.344
O	8.172	8.892	25.176	-0.086	-0.291	0.042
O	3.657	7.529	25.892	-0.518	-0.061	-0.156
O	12.287	9.833	23.123	0.352	0.734	0.243
O	2.334	16.577	25.448	-0.303	-0.12	0.297
O	12.961	10.009	29.297	0.028	0.419	-0.146
O	2.929	2.836	29.743	0.196	-0.162	0.57
O	3.402	10.379	24.97	-0.204	-0.533	0.163
O	18.233	4.286	22.911	0.396	0.545	-0.139
O	5.157	18.605	28.741	-0.111	0.48	-0.184
O	10.896	15.902	26.094	0.276	-0.314	-0.11
O	11.649	14.629	28.794	0.413	0.709	0.031
O	15.407	6.442	31.87	0.416	-0.429	0.057
O	5.388	13.558	22.172	0.042	-0.09	0.403
O	5.797	3.146	25.844	0.03	-0.011	-0.026
O	7.025	9.934	23.045	0.395	0.501	0.266
O	13.79	13.532	32.924	0.145	0.043	-0.105
O	9.105	6.38	23.036	-0.16	0.088	0.445
O	5.389	8.26	21.855	0.02	-0.012	-0.143
O	2.942	18.881	32.761	-0.157	-0.006	-0.023
O	10.055	11.901	32.025	0.288	-0.29	-0.12
O	14.733	18.28	28.198	0.076	-0.711	0.125
O	4.419	12.405	26.279	-0.238	0.055	0.098
O	8.769	8.137	32.384	-0.109	0.488	0.209
O	10.842	9.012	25.242	0.121	-0.156	0.333
O	12.906	5.825	27.649	-0.196	0.339	-0.037
O	9.672	3.918	23.837	0.392	0.02	0.005
O	3.128	2.275	27.066	0.156	0.251	-0.4
O	6.187	14.304	25.593	0.406	-0.347	0.291
O	4.249	9.763	27.268	-0.105	0.214	0.678
O	15.137	15.061	27.171	0.142	0.41	-0.005
O	5.456	5.711	25.075	0.535	-0.153	-0.011
O	16.275	2.741	22.107	0.159	-0.093	0.206
O	14.806	9.205	27.562	0.245	-0.58	0.031
O	10.397	10.685	29.795	-0.43	-0.237	-0.631
O	11.13	2.715	21.888	0.002	-0.172	0.498
O	15.792	13.034	25.579	0.434	0.032	0.355
O	16.41	13.686	22.094	-0.256	0.025	0.177
O	11.796	12.404	27.594	-0.33	-0.141	-0.018
O	13.013	17.063	25.064	0.097	0.335	0.375
O	9.211	14.695	27.662	-0.637	0.036	0.028
O	13.272	13.754	25.858	-0.247	0.262	0.066
O	7.063	5.556	27.673	0.09	-0.225	-0.232
O	17.291	9.975	31.802	-0.115	-0.284	-0.243
O	10.773	2.095	25.347	0.293	0.463	0.284
O	9.425	17.654	23.174	-0.302	-0.345	0.061
O	14.97	5.774	26.006	0.061	0.345	-0.418
O	16.871	7.173	29.846	0.152	0.299	0.573
O	6.986	15.317	23.243	0.052	0.045	0.027
O	4.692	17.19	31.701	-0.036	-0.036	-0.081
O	17.482	12.204	30.374	0.588	-0.086	-0.026
O	8.496	5.552	25.481	0.044	0.104	-0.121
O	4.285	14.758	27.378	-0.005	0.306	0.056
O	11.594	11.991	24.925	0.436	-0.362	-0.451
O	7.188	17.784	27.443	0.395	-0.419	0.084
O	8.346	15.83	25.443	0.002	0.311	0.071
O	17.049	17.736	27.254	-0.103	-0.461	-0.016
O	13.552	3.534	26.519	-0.074	-0.374	-0.51
O	12.875	3.597	29.024	-0.166	-0.136	0.38
O	8.208	2.754	32.73	-0.067	-0.052	-0.399
O	9.4	6.723	27.762	0.17	0.077	-0.216
O	4.373	6.298	31.866	-0.284	0.028	-0.163
O	4.523	4.906	27.316	-0.675	-0.023	0.168
O	16.35	14.356	29.367	-0.032	0.145	-0.284
O	10.576	8.311	21.881	-0.015	0.181	0.318
O	17.617	11.852	24.227	0.064	0.387	0.003
O	9.584	13.328	29.833	-0.682	-0.076	0.169
O	15.779	10.326	25.32	0.472	-0.418	0.076
O	17.767	2.617	24.981	-0.52	-0.202	-0.046
O	8.215	13.604	32.81	-0.09	0.055	-0.619
O	12.11	5.805	30.164	0.144	0.633	-0.156
O	12.666	5.417	25.033	-0.642	-0.114	-0.021
O	16.332	3.915	27.14	-0.073	-0.132	-0.172
O	14.016	13.304	28.759	0.275	-0.515	-0.005
O	7.608	3.124	29.446	-0.236	0.401	0.128
O	13.515	8.831	25.28	0.029	-0.238	-0.077
O	6.488	15.321	31.994	0.255	0.122	-0.415
O	18.396	5.212	29.175	0.578	0.047	-0.306
O	17.771	4.241	31.536	-0.284	0.52	-0.046
O	15.379	11.783	31.879	-0.196	-0.154	-0.163
O	8.14	2.36	25.201	-0.014	0.379	-0.185
O	17.661	14.613	31.583	-0.097	0.496	-0.29
O	2.612	14.133	29.292	0.12	-0.383	-0.208
O	12.226	17.786	27.434	-0.097	-0.397	0.426
O	10.077	18.568	29.39	0.311	-0.129	-0.296
O	6.048	10.554	25.455	0.169	0.398	-0.004
O	3.535	11.845	22.873	-0.038	0.224	0.39
O	3.229	16.702	28.815	-0.208	-0.056	-0.056
O	8.345	8.284	29.691	-0.161	-0.151	-0.205
O	2.72	7.779	28.389	-0.178	0.336	0.142
O	1.96	9.688	22.941	0.103	-0.369	0.432
O	12.163	7.353	23.605	-0.187	-0.14	-0.461
O	11.831	9.482	31.63	-0.233	0.129	-0.052
O	14.44	8.047	29.944	-0.556	-0.15	0.268
O	12.593	4.841	22.594	0.195	-0.047	0.362
O	12.193	17.375	30.283	0.205	0.527	-0.188
O	16.736	3.03	29.476	-0.277	-0.032	0.476
O	6.099	16.95	25.169	-0.458	0.082	0.045
O	3.794	14.619	24.746	-0.213	-0.287	-0.276
O	12.485	15.352	31.748	-0.263	-0.068	-0.452
O	9.812	16.03	29.874	-0.472	-0.179	-0.062
O	6.253	4.402	31.95	-0.229	-0.332	-0.161
O	6.769	17.028	30.023	0.435	0.093	0.268
O	9.412	9.27	27.468	0.151	0.501	0.331
O	14.508	17.357	22.956	-0.087	-0.058	0.516
O	17.409	5.231	25.136	0.004	0.604	-0.285
O	3.833	6.825	23.299	-0.599	-0.351	0.408
O	5.375	5.358	29.683	-0.26	-0.182	0.01
O	14.7	5.502	29.548	0.355	-0.259	-0.238
O	14.553	6.389	23.154	0.209	-0.278	0.376
O	15.641	10.381	29.73	0.291	0.169	-0.404
O	13.637	11.196	26.344	0.096	0.287	0.057
O	17.05	6.503	27.345	-0.045	0.483	-0.305
O	6.793	9.492	31.531	0.009	0.489	-0.426
O	10.943	8.239	29.357	0.415	-0.49	-0.312

Results
total energy: -101654.381 eV
total energy less fixed offsets of O -438.35, Si -107.03 eV per atom: -1.181 eV
